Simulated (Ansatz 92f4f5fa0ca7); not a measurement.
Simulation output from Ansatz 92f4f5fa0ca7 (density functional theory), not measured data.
Periodic cell of 213 atoms, Si132O79H1N1, from a study of silicon, its oxide and their interface. The atomic structure is a simulated model.
Doubt: the cutoff is far below the 930 eV that the study's wrapper takes by default for these files, so forces and energies are approximate.
This geometry differs little from another in the collection (a relaxation step or a small displacement).

Settings: functional PBE; potential files Ansatz PAW; basis plane waves; wave-function cutoff 580 eV; density cutoff ratio 5; exchange-correlation grid ratio 1; k mesh 1 x 1 x 1, Gamma-centred; self-consistency stop 5e-08 eV per atom in the density residual; occupations fixed; spin none; net charge 0.

Cell vectors (angstrom)
a  10.938  0  0
b  0  10.938  0
c  0  0  31.1809

Atoms and the computed forces on them: element, x, y, z (angstrom), force x, y, z (eV/angstrom)
Si  -0.4845  0.297  23.819  0.0079  -0.0004  -0.0041
Si  6.159  -0.4381  23.5903  -0.0033  0.0009  -0.0059
Si  2.25  3.2465  23.8882  -0.0021  0.0042  -0.0053
Si  8.8197  2.1584  23.9209  0.0024  0.0022  -0.0067
Si  0.4408  4.8603  24.0044  0.0085  -0.0012  -0.0117
Si  5.0996  5.9933  23.6554  0.0051  -0.002  -0.0022
Si  3.3289  7.7214  23.7772  -0.0065  -0.0076  -0.011
Si  7.9179  8.7416  23.7803  0.002  -0.0062  -0.0064
Si  1.3765  1.3102  24.938  -0.0037  -0.0075  0.0018
Si  6.9156  1.3029  25.0131  -0.0048  0.0029  0.0078
Si  4.151  4.1738  24.9399  0.0019  0.0015  0.002
Si  9.6038  3.9806  25.1886  -0.0085  -0.0029  0.0085
Si  1.4524  6.7972  24.9744  -0.0023  0.0028  0.0095
Si  6.8806  6.9019  24.9293  0.0007  -0.0023  -0.0006
Si  4.2871  9.5684  24.8872  0.0033  0.0107  0.0075
Si  9.5422  9.6145  25.2299  0.0025  -0.0005  -0.0002
Si  2.8034  -0.0459  26.2896  0.0011  0.0008  -0.0018
Si  8.1757  0.0217  26.5198  -0.0014  0.0004  -0.0072
Si  0.0768  2.6341  26.4688  0.0042  0.0052  -0.01
Si  5.488  2.7289  26.3119  0  -0.0025  -0.0033
Si  2.77  5.4505  26.4154  0.0016  0.0045  -0.0119
Si  8.1914  5.476  26.3559  0.0002  0.0005  -0.0021
Si  0.0503  8.1605  26.3721  0.0004  -0.0026  -0.0045
Si  5.5219  8.2014  26.3936  -0.0014  -0.001  -0.0041
Si  4.1018  1.3673  27.7626  0.0468  0.001  -0.6571
Si  9.5708  1.3673  27.7626  0.1018  -0.0177  0.8617
Si  1.3673  4.1018  27.7626  0.3149  -0.1778  0.2533
Si  6.8362  4.1018  27.7626  -0.0975  0.0004  -0.401
Si  4.1018  6.8362  27.7626  0.157  0.154  0.0509
Si  9.5708  6.8362  27.7626  0.0771  -0.1082  -0.3025
Si  1.3673  9.5708  27.7626  0.3571  -0.0466  -0.4756
Si  6.8362  9.5708  27.7626  -0.2038  -0.1833  0.6841
Si  0  0  29.1299  -0.1191  0.0585  0.0276
Si  5.469  0  29.1299  -0.0022  -0.0918  0.0298
Si  2.7345  2.7345  29.1299  -0.0232  0.1037  0.027
Si  8.2035  2.7345  29.1299  0.1385  0.0456  0.0213
Si  0  5.469  29.1299  -0.0757  -0.0415  -0.0152
Si  5.469  5.469  29.1299  -0.0427  0.0309  0.0011
Si  2.7345  8.2035  29.1299  0.0604  0.069  0.0111
Si  8.2035  8.2035  29.1299  -0.0386  0.0965  0.0126
Si  1.3673  1.3673  30.4971  0.0237  -0.0528  -0.0021
Si  6.8362  1.3673  30.4971  -0.0127  0.0358  -0.0479
Si  4.1018  4.1018  30.4971  0.041  -0.0333  0.0129
Si  9.5708  4.1018  30.4971  -0.013  0.0141  -0.0105
Si  1.3673  6.8362  30.4971  0.006  -0.0185  -0.0408
Si  6.8362  6.8362  30.4971  0.0657  -0.056  -0.0041
Si  4.1018  9.5708  30.4971  -0.0552  0.0118  -0.0159
Si  9.5708  9.5708  30.4971  0.083  -0.0969  0.0031
Si  2.7345  0  0.6835  0.0368  -0.0194  0.0289
Si  8.2035  0  0.6835  -0.0663  0.0622  0.0017
Si  0  2.7345  0.6835  -0.0597  0.0252  -0.009
Si  5.469  2.7345  0.6835  0.0485  -0.0291  0.0195
Si  2.7345  5.469  0.6835  -0.0366  0.0324  0.0107
Si  8.2035  5.469  0.6835  0.0248  0.018  0.0387
Si  0  8.2035  0.6835  -0.0124  -0.003  0.0268
Si  5.469  8.2035  0.6835  -0.0747  0.1171  -0.0175
Si  4.1018  1.3673  2.0507  -0.0177  0.0257  -0.0206
Si  9.5708  1.3673  2.0507  0.1383  0.014  -0.0239
Si  1.3673  4.1018  2.0507  0.0071  -0.0246  0.0151
Si  6.8362  4.1018  2.0507  -0.0384  -0.0018  0.01
Si  4.1018  6.8362  2.0507  0.069  -0.0587  -0.034
Si  9.5708  6.8362  2.0507  -0.0347  0.0162  0.0153
Si  1.3673  9.5708  2.0507  -0.1171  -0.0854  0.0064
Si  6.8362  9.5708  2.0507  0.0932  -0.1333  -0.0591
Si  0  0  3.418  -0.1042  0.1454  -0.3694
Si  5.469  0  3.418  -0.1379  0.2653  0.6136
Si  2.7345  2.7345  3.418  0.2093  -0.1394  -0.1521
Si  8.2035  2.7345  3.418  0.0096  -0.0267  0.5341
Si  0  5.469  3.418  0.001  -0.0738  0.2399
Si  5.469  5.469  3.418  -0.2682  -0.0094  -0.4691
Si  2.7345  8.2035  3.418  -0.1392  -0.0727  0.4718
Si  8.2035  8.2035  3.418  -0.3002  0.241  -0.8258
Si  1.3829  1.3448  4.7612  -0.0029  0.0012  0.0021
Si  6.7999  1.4292  4.8781  0.0028  0.0001  0.0038
Si  4.0878  4.1258  4.7716  -0.0034  -0.0046  0.0022
Si  9.5892  4.1053  4.8375  -0.0008  -0.0008  0.0021
Si  1.3455  6.8101  4.8401  0.0019  -0.0043  0.0019
Si  6.7851  6.8884  4.6914  -0.0051  -0.0052  0.0066
Si  4.041  9.6083  4.8424  -0.007  0.0053  -0.0001
Si  9.4615  9.651  4.6973  0.0062  0.0027  0.0075
Si  2.6682  0.0223  6.2788  0.0029  -0.0098  -0.0049
Si  8.13  -0.0165  6.2255  -0.0058  0.0034  -0.0024
Si  0.058  2.6795  6.1785  0.0011  0.0041  -0.0035
Si  5.4951  2.9209  6.2575  0.004  0.0009  -0.0053
Si  2.6609  5.3344  6.2364  -0.0023  0.0064  -0.0007
Si  8.177  5.5979  6.0568  0.007  -0.0018  -0.0067
Si  -0.1376  8.2687  5.998  0.0002  -0.0018  -0.0082
Si  5.3806  8.1549  6.1142  0.0092  0.0019  0.0006
Si  3.7765  1.8017  7.4244  -0.0002  -0.0049  0.0142
Si  10.0225  0.8932  7.3444  -0.002  0.0004  0.0031
Si  1.8525  3.4406  7.5725  -0.0025  0.0042  0.0006
Si  6.4042  4.9476  7.4232  0.0016  0.0021  0.0038
Si  4.4301  6.3667  7.359  -0.01  -0.0079  0.0036
Si  8.9428  7.4878  7.2626  -0.0074  -0.0074  0.0078
Si  0.6845  10.0004  7.3112  0.0039  0.0023  0.0077
Si  7.1083  9.0835  7.392  -0.0003  0.0021  0.0009
O  0.5179  9.2313  8.8009  0.0018  0.0024  -0.0053
O  1.2425  3.6475  9.135  -0.0004  -0.0008  -0.0037
O  9.7735  1.3328  8.9458  0.0013  -0.0001  -0.0031
O  6.5837  9.195  8.9792  0.001  -0.0005  -0.005
O  4.5455  1.2092  8.7832  -0.0029  0.0037  -0.0108
O  3.854  6.6708  8.8938  0.0022  0.0014  -0.0065
O  7.0386  5.4277  8.9095  -0.0066  0.001  -0.0045
N  9.2181  7.3146  9.0146  0.0007  0.0017  -0.0024
O  2.288  3.2226  22.1914  0.0003  -0.0001  0.0021
O  6.028  11.0737  22.0117  0.0004  -0.0017  0.0044
O  8.4578  2.676  22.3969  -0.0011  0.001  0.0032
O  0.0314  4.6732  22.3642  0.0003  0.0007  0.002
O  8.7384  8.4585  22.3398  -0.0022  0.0023  0.0069
O  2.898  8.1881  22.2305  0.0019  0.0001  0.0044
O  5.65  5.6912  22.1016  -0.0015  -0.0003  0.0052
O  10.5943  10.4395  22.3352  -0.0018  0.0008  0.0034
Si  1.3625  4.3626  21.4367  -0.0022  -0.002  0.0007
Si  1.5275  3.7296  15.712  -0.0006  0.0005  -0.0007
Si  8.7657  0.6047  10.0093  -0.0009  0.0004  0.0037
Si  6.2251  0.8337  20.5436  0.0003  0.0005  -0.0044
Si  0.3563  13.3919  19.365  -0.0005  -0.0006  -0.0013
Si  4.0889  6.7889  10.5036  0.0014  0.0004  0.0048
Si  10.0989  9.0426  21.6126  -0.0006  0.0012  -0.0018
Si  3.6573  7.581  19.0186  0.0012  0.0008  -0.0009
Si  8.6384  5.4616  19.4199  0.0005  0.0002  0.0011
Si  5.1197  14.0878  19.0726  -0.0001  0.0001  -0.0007
Si  0.228  10.6289  14.6392  -0.0004  -0.0002  -0.0003
Si  6.0421  9.2953  10.5273  0.0001  -0.0009  0.0033
Si  -2.4383  1.9179  12.9499  -0.0005  0.0014  0.0011
Si  4.8398  10.2672  18.1346  -0.0003  0.0001  -0.0008
Si  8.3149  0.1538  15.371  0.0006  0.0007  0.0003
Si  6.1926  3.6419  13.9828  0.0006  0.0004  0.0001
Si  12.7762  7.3914  21.2723  -0.0021  0  -0.0037
Si  -3.7366  8.7078  16.7198  -0.0007  0.0006  -0.0011
Si  0.5618  2.3328  13.2467  -0.0003  -0.0002  0.0009
Si  5.9593  6.628  14.8413  -0.0003  0.0001  -0.0003
Si  3.1916  6.3864  16.2794  -0.0007  -0.0002  -0.0015
Si  7.0259  13.4126  16.5542  0.0005  -0.0003  -0.0014
Si  1.517  3.7458  10.7539  0.0013  0.0004  0.0053
Si  8.319  5.9984  9.8019  0.0059  0.0049  0.004
Si  1.1066  6.7762  11.5934  -0.0008  0.0001  0.0007
Si  7.5341  7.6061  12.3822  0.0002  -0.001  0.0012
Si  8.8193  2.5092  20.8313  0.0016  0.0007  -0.0031
Si  2.7858  12.7124  17.7918  -0.0007  -0.0006  -0.0001
Si  5.71  5.8983  20.4819  -0.0007  0.0007  -0.0034
Si  5.6913  1.2163  9.9478  0.0002  -0.0005  0.0029
Si  4.6247  3.8297  11.4263  0.0002  0.0006  0.0026
Si  -0.5325  7.9328  13.7576  -0.0007  0.0013  0.0008
Si  -0.7279  8.6169  9.6937  -0.0016  -0.0039  0.002
Si  -1.2596  3.8377  17.0893  0.0003  0.0005  -0.0007
Si  0.6385  8.3394  16.3517  0.0005  0.001  -0.0003
Si  -1.3285  8.2237  18.8192  -0.0003  0.0002  -0.0006
O  4.8569  3.6731  13.0393  -0.0011  0.0002  -0.0022
O  9.2698  -0.9877  10.062  0.0005  0.0004  -0.001
O  1.9889  7.4633  16.2593  0.0004  0.0002  -0.0002
O  1.4081  3.4339  14.108  -0.0004  -0.0001  -0.0012
O  8.2071  8.4787  17.9964  0.0008  0  0.0003
O  5.1044  4.6184  19.7131  0.0001  0.0006  -0.001
O  0.9195  5.1991  11.2028  -0.0004  -0.0008  -0.001
O  2.1465  5.7915  21.4782  0.0006  0.002  -0.0002
O  0.0409  4.2565  16.1975  -0.0002  0.0001  -0.0004
O  4.8361  5.4133  11.0278  -0.0011  0.0008  -0.0008
O  -1.292  6.7535  19.582  0.0001  0.0001  -0.0009
O  6.3046  7.3908  13.4396  0  0.0003  -0.0006
O  3.6802  3.0121  18.3479  0.0008  0.0007  -0.0008
O  5.8524  9.5722  17.0617  -0.0004  0.0002  -0.0006
O  8.9471  7.5671  13.1766  -0.0007  0.0003  -0.0002
O  5.5647  2.6807  10.6963  0.0001  -0.0012  -0.0019
O  11.2868  7.9038  21.6942  0.001  -0.0004  -0.001
O  6.3307  13.8529  17.9685  -0.0011  0.0006  0.0009
O  -3.7131  9.0308  11.6333  -0.001  0.0014  -0.0019
O  0.8198  2.5635  11.6453  0.0005  0.0011  -0.0021
O  7.4881  11.8436  16.5743  -0.0002  0.0003  -0.0002
O  -0.6718  2.7198  18.1265  0.0013  -0.0004  0.0006
O  5.9917  2.6818  15.2975  0.0004  -0.0001  -0.0006
O  10.3284  1.8919  20.5668  -0.0011  -0.0002  0
O  4.8251  7.2118  20.0989  -0.0009  0.0008  -0.0007
O  5.4063  -0.1497  10.8283  0.0002  0.0018  -0.0018
O  5.2395  2.1229  20.3425  0  -0.0003  0.0007
O  9.9305  11.2877  15.4998  -0.0002  0.0001  -0.0004
O  -3.0326  11.6558  13.8961  -0.001  0.0004  -0.001
O  3.8052  6.5102  17.7917  0.0005  0.0008  0.0008
O  9.2702  4.7011  10.092  -0.0068  -0.0127  -0.014
O  7.658  6.4577  11.2247  -0.0015  0.0003  0.0039
O  1.0061  14.8093  19.9226  0.0006  0.0013  -0.0005
O  3.8513  11.4721  17.5648  -0.0002  0.0004  -0.0008
O  -2.9768  9.5132  15.5153  -0.0001  -0.0009  0
O  2.1679  7.6017  19.6976  -0.0008  0  0.0018
O  7.4183  3.1376  13.0189  -0.0003  0  -0.0006
O  8.4347  3.2464  16.2139  -0.0007  -0.0002  -0.0008
O  -1.9882  16.0168  17.8593  -0.0006  0.0011  0.0002
O  0.6902  7.0047  13.1581  0.0009  -0.001  -0.0006
O  8.7666  4.0419  20.2341  -0.0004  -0.0008  -0.0006
O  7.2101  6.0947  19.8801  -0.0004  -0.0003  -0.0016
O  -4.1722  7.2585  16.1149  0  0.0003  -0.0003
O  3.0982  3.5144  11.004  -0.0006  -0.0001  -0.001
O  2.6245  4.8925  15.9822  0.0004  0.0004  -0.0001
O  4.3526  6.6991  15.166  -0.0001  0.0002  -0.0002
O  11.0125  7.8377  10.8864  -0.0017  0.0013  -0.0008
O  11.9492  11.784  13.7917  -0.0001  0.0008  -0.0007
O  5.7894  10.714  19.3842  0.0005  0.0012  0.0009
O  -0.0382  8.403  17.8281  -0.0009  0.0001  0
O  2.6724  7.0809  11.2695  0.0013  0  -0.001
O  -0.2742  -1.3988  13.5156  -0.0003  -0.0005  -0.0004
O  2.0353  24.2157  16.4435  0.0001  -0.0006  0.0003
O  7.7479  1.3986  20.2647  -0.0006  0.0001  -0.0002
O  1.5752  12.3981  18.8839  -0.0006  0.0007  -0.0009
O  -4.4577  5.1054  14.6241  -0.0001  0  0
O  -3.6918  0.9719  9.4276  -0.0011  -0.0001  -0.0007
O  9.7581  9.3202  20.0337  0.0006  -0.0004  0.001
O  -5.986  8.1258  10.7892  -0.0007  0.0002  -0.0006
O  1.0946  9.8216  15.7744  -0.0001  -0.0001  -0.0002
O  -1.0339  2.519  13.5094  0.0001  0  -0.0006
O  3.7921  9.1222  18.5645  -0.0015  -0.0017  0.0001
O  -0.4964  7.6766  15.3716  -0.0007  -0.0001  -0.0009
O  8.7945  1.2779  11.4843  0.0001  -0.0007  -0.0026
H  10.0638  4.5891  9.5469  0.0088  0.0106  0.0093

Results
free energy: -129241.121 eV
free energy less fixed offsets of H -15.97, N -385.13, O -568.88, Si -635.61 eV per atom: 2.019 eV

The program warned: the cutoff lies below the one the program advises for these potential files; the forces do not sum to zero within the program's tolerance; the exchange-correlation potential is rough where the density is thin.
